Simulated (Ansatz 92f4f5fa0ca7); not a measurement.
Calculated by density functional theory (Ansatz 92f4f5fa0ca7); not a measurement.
Periodic cell of 196 atoms, Si117O79, from a study of silicon, its oxide and their interface. The atomic structure is a simulated model.

Settings: functional PBE; potential files Ansatz PAW; basis plane waves; wave-function cutoff 700 eV; density cutoff ratio 5; exchange-correlation grid ratio 2; k mesh 2 x 2 x 1, shifted by 0.5 0.5 0.5 of a step; self-consistency stop 5e-08 eV per atom in the density residual; occupations Fermi-Dirac, 0.05 eV; spin none; net charge 0.

Cell vectors (angstrom)
a, 11.5983, 0, 0
b, 0, 11.5983, 0
c, -0.6901, -1.6383, 26.9345

Atoms and the computed forces on them: element, x, y, z (angstrom), force x, y, z (eV/angstrom)
Si, 8.781, 10.236, -1.3392, -0.0831, 0.058, -0.4372
Si, 6.8946, 5.4822, 0.0158, -0.178, -0.2808, -0.3994
Si, 6.3275, 8.5506, 3.1026, 0.0998, 0.0528, -0.3128
Si, 1.303, 11.9366, 1.4944, 0.7078, 0.0866, -0.2542
Si, 0.5041, 4.7149, 1.1675, 0.0797, -0.2826, 0.0599
Si, 0.8444, 7.863, 0.7272, 0.1844, -0.3179, -0.1143
Si, 2.6885, 11.0138, -0.8531, 0.284, -0.0245, -0.3174
Si, 4.2387, 4.6438, 0.1281, 0.2267, -0.0823, -0.1501
Si, 3.9212, 8.5488, 3.2048, -0.2798, -0.026, -0.0583
Si, -0.8161, 12.3668, 2.5344, -0.6703, 0.133, -0.033
Si, -1.5762, 4.6184, 3.1538, 0.3482, 0.0066, -0.0087
Si, -0.7932, 8.3067, 2.5323, -0.4065, -0.3374, 0.2705
Si, 3.7095, 12.405, 3.306, -0.3396, 0.0954, -0.016
Si, 2.8693, 4.539, 3.0463, 0.2866, 0.0764, -0.1914
Si, 2.5758, 9.2171, 1.4348, 0.6944, 0.2068, 0.3525
Si, 8.0331, 12.4181, 0.6853, -0.4039, 0.1812, -0.2326
Si, 7.6322, 4.7011, 3.0913, -0.584, -0.0906, -0.4398
Si, 8.2494, 8.0595, 0.7682, -0.2286, 0.0353, -0.2613
Si, -0.8506, 2.5673, 4.131, 0.0018, 0.0644, 0.1692
Si, -0.7847, 6.609, 4.2446, 0.1865, -0.0486, -0.095
Si, -0.8407, 10.3723, 3.9259, 0.0201, -0.05, 0.3311
Si, 3.2092, 2.7077, 4.5024, -0.0629, -0.0008, 0.1541
Si, 3.1225, 6.5887, 4.2958, 0.028, -0.0263, -0.1244
Si, 3.1911, 10.4286, 4.4693, 0.2187, -0.1043, 0.3439
Si, 6.949, 2.6915, 4.2711, -0.0413, 0.1004, -0.0665
Si, 6.959, 6.612, 4.3397, 0.0534, -0.0691, 0.0303
Si, 6.842, 10.4406, 4.4338, -0.0682, 0.1929, 0.1076
Si, 8.9005, 2.5448, 5.6275, 0.115, -0.1064, 0.0183
Si, 8.9233, 6.6914, 5.6747, 0.0113, 0.1164, 0.0768
Si, 8.9321, 10.4099, 5.6022, 0.0987, 0.0397, -0.2419
Si, 1.0914, 2.6207, 5.5686, -0.1459, -0.0551, 0.0507
Si, 1.142, 6.606, 5.6115, -0.0538, 0.0197, 0.0647
Si, 1.047, 10.3985, 5.557, 0.0215, 0.0555, -0.1235
Si, 5.1279, 2.7425, 5.788, -0.0453, -0.0304, 0.0438
Si, 5.0273, 6.506, 5.7087, -0.1429, 0.0808, -0.0767
Si, 5.0432, 10.434, 5.9262, -0.2537, 0.0146, -0.0951
Si, 8.9046, 12.2844, 7.1148, -0.0826, 0.0928, 0.0604
Si, 9.0109, 4.6056, 6.8583, -0.0091, -0.0632, -0.0049
Si, 8.9009, 8.5636, 7.1267, -0.0413, -0.0624, 0.0603
Si, 1.0708, 12.3276, 7.0309, 0.032, 0.0668, -0.0062
Si, 1.0791, 4.6009, 6.8722, 0.181, -0.0311, -0.0892
Si, 1.0968, 8.5137, 7.042, -0.0131, -0.0654, -0.0643
Si, 5.056, 12.4075, 7.1801, 0.1049, 0.0227, 0.1057
Si, 4.965, 4.6345, 7.0682, 0.1934, -0.0158, 0.0697
Si, 5.0514, 8.4411, 7.126, -0.0826, 0.0786, 0.059
Si, -0.7909, 12.3761, 8.5628, 0.0346, -0.0226, -0.0666
Si, -0.7087, 4.6121, 8.3898, -0.1736, 0.0759, 0.0374
Si, -0.7762, 8.4974, 8.5365, 0.0919, 0.0347, 0.0033
Si, 3.0422, 12.3875, 8.4176, -0.082, -0.0152, 0.0611
Si, 2.941, 4.5777, 8.284, -0.0113, -0.0577, 0.0429
Si, 3.0724, 8.5108, 8.3901, 0.0202, -0.0125, 0.0321
Si, 6.9749, 12.2823, 8.5586, -0.0209, 0.0406, -0.1138
Si, 7.0364, 4.6154, 8.0973, -0.2475, 0.0944, -0.0996
Si, 6.9524, 8.5643, 8.5322, -0.0622, -0.0572, -0.0793
Si, -0.7305, 2.7823, 9.9418, 0.0085, -0.1159, 0.0652
Si, -0.732, 6.495, 9.8699, -0.0556, 0.0223, 0.0987
Si, -0.7898, 10.4253, 9.9452, -0.1223, 0.0003, -0.0128
Si, 2.9711, 2.7427, 9.7953, 0.0075, 0.0421, -0.0598
Si, 3.0488, 6.4989, 9.6204, -0.0785, -0.0292, -0.077
Si, 3.0647, 10.4459, 9.778, 0.0549, 0.0902, -0.1388
Si, 6.9728, 2.8065, 9.5564, -0.0242, 0.0519, -0.1652
Si, 6.9856, 6.4449, 9.5238, 0.0762, -0.1158, -0.1887
Si, 6.875, 10.4159, 10.081, -0.0545, 0.0315, 0.0132
Si, 8.772, 3.4923, 10.8627, 0.0431, 0.1053, 0.0588
Si, 7.6608, 6.6655, 12.8682, -0.0497, -0.0387, 0.0671
Si, 8.8839, 10.4256, 11.375, 0.1444, -0.0959, -0.2284
Si, 1.2285, 2.7643, 11.4681, 0.205, -0.0414, -0.2165
Si, 1.3221, 6.5064, 11.189, 0.0582, 0.0623, -0.1793
Si, 1.213, 10.47, 11.2152, 0.171, -0.0022, 0.1349
Si, 5.2148, 6.5002, 12.842, -0.008, -0.0427, 0.0389
Si, 5.0359, 5.7763, 10.6481, -0.0292, -0.0704, 0.0621
Si, 4.796, 10.432, 11.3946, -0.1363, -0.0779, 0.0057
Si, 10.8886, -0.1276, 14.4472, 0.0515, 0.2838, 0.2409
Si, 8.85, 8.7127, 13.1488, -0.0674, 0.2869, -0.163
Si, 11.1466, 8.383, 13.8384, 0.0046, 0.5089, 0.0905
Si, 1.7019, 12.3315, 12.6954, -0.3997, -0.0958, -0.0762
Si, 1.793, 4.7595, 12.7608, -0.2876, 0.12, 0.0261
Si, 1.5174, 8.4825, 12.4711, 0.4168, 0.1278, -0.2167
Si, 5.0355, 3.3619, 10.7836, 0.0316, -0.0724, -0.1271
Si, 5.3797, 2.6754, 13.0191, -0.0083, 0.2405, -0.0448
Si, 4.0869, 8.6055, 12.9029, -0.0925, 0.1766, 0.02
Si, 7.9766, 2.8257, 12.9427, 0.1645, 0.0074, 0.2396
Si, -0.3483, 6.1393, 14.7451, -0.3475, -0.2394, 0.2427
Si, 8.7687, 5.895, 10.9042, 0.0379, -0.0522, -0.0112
Si, 4.1571, 12.1383, 13.1334, 0.4151, -0.5591, 0.4506
Si, 4.0106, 4.595, 13.9102, 0.3339, -0.0355, -0.1597
Si, 5.207, 9.7746, 14.6534, -0.3649, -0.3067, -0.0554
Si, 6.4325, 4.9326, 16.7787, 0.241, -0.2621, -0.0797
Si, 9.016, 12.1726, 13.0272, -0.3072, 0.0986, -0.0766
Si, 7.5395, 10.2209, 14.5498, 0.024, -0.0223, 0.5483
Si, 4.7399, 8.4992, 22.341, 0.0739, 0.0664, 0.0218
Si, 3.7412, 7.9479, 19.476, -0.1018, 0.1042, 0.2066
Si, 12.5205, 8.9512, 19.0705, 0.0132, 0.1193, 0.1073
Si, 2.8342, 6.397, 23.3213, 0.0318, 0.0481, -0.0219
Si, 10.767, 11.2928, 19.1392, 0.0316, 0.0994, 0.0435
Si, 9.4922, 5.8574, 21.6364, -0.2382, 0.0111, 0.0936
Si, 4.1552, 4.9957, 16.3418, -0.0752, 0.1187, 0.0225
Si, 11.2818, 4.7047, 23.5096, 0.0728, -0.038, -0.1067
Si, 2.2712, 3.9987, 21.831, 0.0044, -0.1296, 0.2349
Si, 11.5623, 6.351, 17.9387, -0.223, -0.0458, 0.224
Si, 8.996, 11.7296, 16.7886, -0.0448, -0.036, 0.4574
Si, 0.8265, 6.7159, 25.3862, -0.1247, 0.0528, -0.9171
Si, 0.9034, 2.5641, 25.4855, 0.1717, -0.0426, -0.3769
Si, 4.1333, 10.9209, 24.188, 0.1765, 0.1597, -0.1635
Si, 10.7758, 11.8918, 21.954, 0.0721, 0.0145, 0.0702
Si, 5.4489, 10.6896, 30.0902, 0.5275, -0.1599, -0.0118
Si, 11.917, 7.897, 21.9296, -0.1165, 0.0297, 0.0719
Si, 9.8681, 9.6482, 23.4528, -0.1336, 0.1787, -0.1382
Si, -1.4151, 2.3346, 20.0633, 0.0968, -0.1201, 0.0548
Si, 8.1973, 2.903, 18.0333, 0.1491, -0.2188, 0.1817
Si, 1.9116, 12.7154, 23.0161, 0.0158, -0.0389, -0.1262
Si, 8.3501, 4.85, 14.1926, 0.0563, -0.0001, 0.1552
Si, 2.7165, 5.0635, 18.9901, 0.1857, 0.2024, 0.2956
Si, 5.2407, 7.598, 17.0428, 0.1669, 0.4329, 0.0994
Si, 5.7627, 1.2526, 26.0591, -0.152, 0.1445, -0.278
Si, 7.5784, 7.9882, 22.7643, -0.0237, 0.0076, -0.122
Si, 10.0584, 4.9056, 18.9549, 0.1817, -0.0687, 0.0929
O, 6.1067, 10.3793, 28.599, 0.0188, -0.0154, 0.0318
O, 7.1276, 4.82, 1.4946, 0.2687, -0.091, 0.3891
O, 9.3063, 7.7589, 1.9685, 0.1773, 0.0927, 0.0144
O, 6.8942, 8.622, 1.5092, 0.0246, -0.0184, 0.1814
O, 2.6399, 12.7373, 2.0609, -0.2752, -0.2745, -0.3656
O, 5.2966, 5.8809, -0.0882, 0.0243, 0.0289, 0.1391
O, -1.0737, 4.633, 1.5395, -0.1224, 0.0737, 0.0674
O, -2.1268, 12.448, 1.4515, 0.4833, -0.0685, 0.3664
O, 1.5654, 11.9835, -0.1455, -0.2061, 0.0552, 0.2338
O, 1.3308, 4.2118, 2.5005, -0.1087, 0.1735, -0.0835
O, 3.7761, 4.6522, 1.678, -0.1414, 0.002, 0.2327
O, 12.294, 0.6524, 14.0569, 0.1906, -0.0869, -0.2235
O, 0.7974, 5.2129, 14.0299, 0.2691, -0.133, -0.0784
O, -1.7174, 5.2373, 14.6136, 0.2928, 0.0569, -0.0942
O, 11.1998, 9.8574, 14.6939, 0.0316, -0.2132, -0.0647
O, 6.4149, 2.7373, 25.7231, 0.0032, 0.1568, 0.298
O, 7.6381, 13.8514, 0.0277, 0.1421, -0.1143, 0.306
O, 11.0772, 12.9027, 19.1346, -0.097, -0.0329, 0.0108
O, 3.5874, 6.3183, 19.6065, -0.0501, -0.1129, -0.141
O, 9.0317, 9.0749, -0.2382, 0.1138, -0.0622, 0.1843
O, 0.0995, 2.0946, 26.8204, -0.1316, 0.0204, 0.2725
O, 2.4748, 2.4736, 22.3317, -0.005, 0.1128, -0.0237
O, 10.1838, 10.8449, -1.9475, -0.0196, -0.0931, 0.1427
O, 1.4698, 10.3563, 2.0273, -0.021, 0.3141, -0.2131
O, 11.5335, 3.6049, 24.6786, 0.0009, -0.122, 0.1961
O, 1.0276, 6.2095, 0.818, -0.0569, 0.1595, -0.1322
O, 3.443, 10.0915, 0.2874, -0.1577, -0.2854, 0.2952
O, 5.0363, 3.2201, -0.0995, -0.0885, -0.0415, 0.1086
O, 8.2493, 6.5844, 22.3555, 0.0741, -0.0448, 0.0107
O, 1.1231, 8.3306, 25.1684, -0.1121, -0.0495, 0.2554
O, 11.4785, 7.9375, 18.323, 0.1167, -0.0864, -0.1257
O, 3.3168, 5.0331, 22.5514, -0.0772, 0.0043, 0.0184
O, -0.0261, 6.2277, 16.3299, 0.1641, 0.0268, -0.0996
O, 10.8089, 6.8044, 21.444, 0.093, 0.0632, -0.0794
O, 9.4684, 11.036, 18.1976, -0.0123, 0.0244, -0.1944
O, 4.4616, 11.2906, 14.6173, -0.0335, 0.2377, -0.4413
O, 5.0494, 8.2141, 18.5487, 0.0299, -0.1317, -0.2397
O, 4.8621, 9.8657, 23.2025, -0.0367, -0.0501, 0.009
O, -1.392, 1.7974, 21.615, 0.0096, 0.0317, -0.0928
O, 7.6123, 11.7163, 13.8482, -0.0761, -0.2051, -0.1359
O, -0.3058, 6.1632, 24.2932, 0.1025, -0.0029, 0.071
O, 0.8063, 11.9782, 22.076, -0.0354, -0.0001, 0.05
O, 1.3169, 5.7031, 18.5314, 0.0202, 0.037, -0.0475
O, 8.055, 10.5775, 16.1046, -0.0816, -0.0565, -0.1887
O, 13.2513, 7.188, 22.5097, 0.0384, 0.0146, -0.1195
O, 9.0151, 5.4775, 20.1075, -0.0012, -0.0009, 0.1208
O, 9.3259, 4.0752, 17.7288, -0.0255, -0.0308, -0.0553
O, 7.452, 4.6364, 15.5382, -0.225, -0.0581, 0.3001
O, 9.8741, 4.6372, 22.6837, -0.0344, 0.0672, -0.1398
O, 8.6053, 2.3772, 19.5537, 0.0002, 0.1259, -0.1377
O, 10.3261, 12.0629, 15.8834, 0.0489, -0.0483, -0.1055
O, 0.8079, 4.4895, 22.3503, -0.0247, 0.0236, -0.0456
O, 3.8892, 8.6239, 20.9557, -0.0468, -0.0532, -0.1563
O, 3.9849, 6.6687, 16.5088, -0.0976, -0.2359, 0.005
O, 8.2266, 1.5744, 17.0652, 0.0589, 0.0017, -0.0996
O, 5.326, 11.8467, 24.8425, -0.0892, -0.0394, 0.067
O, 10.09, 11.2701, 23.3025, 0.0496, -0.1365, -0.0223
O, 2.4776, 8.652, 18.6952, -0.0055, -0.0775, -0.0132
O, 11.2352, 8.9244, 22.9824, 0.0593, -0.0436, 0.088
O, 3.3811, 4.3279, 17.6713, -0.0198, 0.148, -0.1081
O, 5.2621, 8.9109, 16.0666, 0.0768, -0.0852, 0.1698
O, 12.3874, 8.7832, 20.6692, 0.0056, -0.0648, 0.0082
O, 3.854, 11.8242, -1.6535, -0.2531, -0.0884, 0.2041
O, 1.2139, 1.3327, 24.4756, -0.0965, 0.0766, 0.2267
O, 12.0842, 10.4667, 18.6514, -0.0281, -0.0702, -0.0409
O, 7.8914, 9.6373, -2.5752, 0.127, 0.0352, 0.2367
O, 8.6131, 9.2211, 22.4846, 0.0711, -0.0557, 0.1099
O, 7.8563, 6.7694, -0.1664, 0.1914, 0.2363, 0.2327
O, 6.5685, 6.5838, 17.1011, -0.1742, 0.0231, 0.0071
O, -0.6843, 3.7772, 19.8435, -0.2406, 0.0509, -0.1132
O, 3.2158, 11.7965, 23.1887, -0.0166, -0.0212, 0.0342
O, 2.3456, 3.171, 25.977, -0.136, 0.0815, 0.0822
O, 4.1275, 7.377, 23.3562, -0.0944, -0.0335, 0.0244
O, 2.255, 6.0284, 24.8197, -0.2104, 0.0671, 0.3295
O, 7.9821, 11.4114, -0.5851, 0.0401, -0.0393, 0.169
O, 2.4861, 4.0132, 20.2179, 0.0261, 0.0434, -0.2359
O, 6.7869, 3.7385, 17.9006, -0.049, 0.2392, -0.0791
O, 10.3972, 10.9089, 20.6938, 0.0219, 0.0291, -0.1111
O, 6.2448, 8.1224, 21.8695, -0.0128, -0.0194, 0.0205

Results
free energy: -119311.742 eV
free energy less fixed offsets of O -569.03, Si -635.61 eV per atom: 7.998 eV
pressure: -0.46 GPa
stress xx, yy, zz, yz, xz, xy (GPa, positive in tension): 0.86, 0.52, 0.02, 0.03, -0.2, 0.01

The program warned: the cutoff lies below the one the program advises for these potential files.
